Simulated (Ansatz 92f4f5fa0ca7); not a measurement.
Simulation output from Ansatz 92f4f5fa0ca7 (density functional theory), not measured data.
Periodic cell of 184 atoms, Si120O64, from a study of silicon, its oxide and their interface. The atomic structure is a simulated model.
This geometry differs little from another in the collection (a relaxation step or a small displacement).

Settings: functional r2SCAN; potential files Ansatz PAW; basis plane waves; wave-function cutoff 800 eV; density cutoff ratio 5; exchange-correlation grid ratio 1; k mesh 1 x 1 x 1, shifted by 0.5 0.5 0 of a step; self-consistency stop 1e-10 eV per atom in the density residual; occupations fixed; spin none; net charge 0.

Cell vectors (angstrom)
a	10.888	0	0
b	0	10.888	0
c	0	0	27.1529

Atoms: element, x, y, z (angstrom)
Si	0.3101	-0.0412	0.0471
Si	3.0179	2.6803	0.1412
Si	-0.2849	5.9028	-0.0186
Si	2.5145	8.6231	0.0365
Si	5.1378	0.3427	0.1548
Si	7.8443	3.0769	0.1391
Si	5.8581	5.4627	0.1659
Si	8.4598	8.2419	-0.0306
Si	1.4176	1.5132	1.4003
Si	4.1692	4.2903	1.3693
Si	1.3578	6.9679	1.2809
Si	4.0382	9.6606	1.4722
Si	6.7531	1.478	1.4337
Si	9.5348	4.2307	1.3042
Si	6.9525	7.0431	1.4264
Si	9.6126	9.7074	1.3669
Si	-0.0215	2.8381	2.6809
Si	2.7076	0.1316	2.8334
Si	0.0188	8.2727	2.7395
Si	2.707	5.5795	2.6588
Si	5.4179	2.8473	2.7976
Si	8.1718	0.107	2.7072
Si	5.4412	8.2609	2.7345
Si	8.2385	5.5824	2.7715
Si	1.3747	4.1686	4.033
Si	4.0891	1.4644	4.1604
Si	1.361	9.5982	4.1299
Si	4.0775	6.8731	4.0646
Si	6.8386	4.1814	4.0989
Si	9.5299	1.4483	4.064
Si	6.8209	9.6055	4.0748
Si	9.5917	6.8931	4.1342
Si	-0.0377	0.0488	5.4458
Si	2.6851	2.7943	5.4609
Si	0.0424	5.4848	5.453
Si	2.7308	8.2018	5.4532
Si	5.4597	0.0483	5.457
Si	8.1733	2.7718	5.4487
Si	5.4184	5.4907	5.4352
Si	8.1574	8.2157	5.4483
Si	1.3367	1.3827	6.7948
Si	4.0822	4.1085	6.8157
Si	1.406	6.8038	6.8254
Si	4.1018	9.5398	6.7999
Si	6.8308	1.3718	6.8155
Si	9.5585	4.1034	6.7943
Si	6.7922	6.8243	6.7885
Si	9.5167	9.5517	6.8215
Si	-0.014	2.7103	8.1721
Si	2.6831	-0.0292	8.1226
Si	-0.016	8.1262	8.1384
Si	2.7354	5.4261	8.2148
Si	5.4259	2.6915	8.1463
Si	8.1603	-0.0064	8.206
Si	5.4426	8.16	8.1675
Si	8.1375	5.4151	8.1212
Si	1.3721	4.0085	9.5468
Si	4.0579	1.2904	9.471
Si	1.3381	9.4719	9.4906
Si	4.1218	6.7781	9.5507
Si	6.8238	4.0064	9.4947
Si	9.5223	1.3585	9.5582
Si	6.8143	9.4695	9.5508
Si	9.5038	6.7382	9.4779
Si	-0.0296	-0.0759	10.8538
Si	2.722	2.5834	10.8881
Si	-0.0917	5.3149	10.835
Si	2.6924	8.1105	10.8644
Si	5.3955	-0.0661	10.8436
Si	8.1311	2.6634	10.9536
Si	5.5046	5.3572	10.8525
Si	8.1813	8.0598	10.893
Si	1.3699	1.1604	12.2515
Si	4.1399	3.9596	12.152
Si	1.2611	6.6939	12.0974
Si	4.0867	9.443	12.2254
Si	6.7199	1.2558	12.2459
Si	9.5248	3.9764	12.3525
Si	6.9275	6.593	12.264
Si	9.4805	9.4829	12.2317
Si	-0.0729	2.4158	13.6056
Si	2.7514	-0.1463	13.6969
Si	-0.0019	8.0964	13.494
Si	2.5797	5.2125	13.322
Si	5.4546	2.6688	13.6475
Si	7.949	-0.2077	13.6218
Si	5.4267	7.9173	13.4232
Si	8.264	5.3356	13.8757
Si	1.5318	3.6467	14.7209
Si	3.8533	1.534	14.9298
Si	1.6797	8.9823	14.8687
Si	3.83	6.6723	14.5543
Si	7.0718	3.6556	15.0933
Si	9.1627	1.2763	14.9169
Si	6.8281	8.9721	14.9339
Si	9.4172	7.1214	15.034
Si	21.9335	-4.5252	19.3874
Si	35.5656	25.9729	24.6424
Si	-20.5375	45.3385	21.7116
Si	-28.5852	-26.6454	17.3966
Si	11.0148	15.4278	24.3967
Si	44.9231	23.2494	18.6885
Si	-24.2735	-26.8822	19.8905
Si	5.447	8.273	22.9602
Si	-0.3707	48.1622	21.5799
Si	9.6623	12.7353	25.1715
Si	18.8531	-12.4207	24.1038
Si	18.6925	43.552	20.2382
Si	-6.9265	0.5903	17.84
Si	-16.2409	-21.7964	24.2493
Si	-15.1406	-13.7084	20.3607
Si	-1.1839	22.069	22.6452
Si	43.6758	-2.5787	17.3473
Si	-6.7605	24.1747	22.7869
Si	9.6266	21.8391	17.8453
Si	-16.2487	-8.8098	20.0152
Si	1.3572	15.3135	17.5769
Si	17.3605	4.3571	18.1533
Si	5.2583	-2.1505	17.7215
Si	-6.7393	-25.8037	25.2303
O	7.122	10.7405	-3.1768
O	4.0976	12.4168	-0.2099
O	-13.618	-1.9595	-1.4885
O	9.0943	26.3923	-6.3689
O	-14.1784	-1.5509	-6.5023
O	0.8971	18.4706	-8.5469
O	-31.0219	46.518	-8.9858
O	11.2797	0.5624	-4.7795
O	15.4853	-0.8081	-8.8598
O	-16.426	-24.5107	-5.798
O	11.2185	3.1405	-5.5784
O	21.1433	-25.5107	-10.6896
O	9.9843	9.3861	-9.1848
O	14.0704	-5.2921	-1.7912
O	-9.9958	15.2617	-11.1171
O	-14.7506	19.1036	-3.74
O	2.3498	0.4938	17.8589
O	-12.5277	12.3284	23.6861
O	4.3887	12.5618	18.9525
O	-3.614	-4.2688	20.6978
O	8.9416	0.5319	21.2496
O	58.5554	25.5312	23.6849
O	23.3665	4.3824	23.7422
O	-17.3262	38.4951	15.8275
O	-0.7567	4.99	23.1252
O	15.7323	-8.234	21.3679
O	-7.5376	8.1069	25.881
O	9.4386	-25.6763	26.811
O	16.3204	21.4878	25.8427
O	16.8827	9.1397	16.3374
O	28.2065	24.9549	19.2621
O	9.5206	6.8727	19.5204
O	2.7098	2.6553	15.3024
O	-5.7266	5.2815	18.3328
O	13.402	-7.7249	25.8255
O	1.7345	-20.4127	20.2491
O	-11.0435	1.0271	18.5062
O	2.8095	18.7134	15.108
O	17.1996	19.0427	18.79
O	-1.3607	0.4823	16.2941
O	19.2175	23.9917	25.9988
O	-19.1262	-5.5124	17.7401
O	4.5883	-3.7623	23.7057
O	10.5659	3.1647	25.0931
O	4.9386	12.2429	23.7116
O	-21.6151	-27.6019	18.4304
O	7.8024	16.077	18.5155
O	-9.4882	31.5009	26.672
O	15.6891	20.563	23.4472
O	20.2444	-12.056	23.3256
O	-9.7875	-1.7085	16.389
O	32.2588	11.5395	25.9022
O	0.2219	5.5736	25.6244
O	24.3584	1.9524	22.6016
O	8.2567	11.1284	18.6987
O	17.7063	4.2489	26.7591
O	-2.6775	-8.3708	15.3639
O	-10.3149	5.7685	20.8667
O	-15.3516	11.6974	20.4532
O	-5.4241	17.3315	26.0704
O	-17.3103	-9.8825	16.3581
O	-2.757	18.9715	15.354
O	-4.3707	-6.9765	16.6087
O	-28.566	29.3914	17.64

Results
free energy: -113257.717 eV
free energy less fixed offsets of O -570.45, Si -639.56 eV per atom: -1.717 eV

Forces (eV/angstrom), in the order of the atoms: element, x, y, z
Si	0.0141	-0.0158	0.0712
Si	0.0086	-0.0099	0.0834
Si	-0.0115	0.0087	0.0854
Si	-0.0158	0.0077	0.0675
Si	-0.0059	0.0131	0.0874
Si	-0.0099	0.0171	0.0643
Si	0.0041	-0.0151	0.0558
Si	0.009	-0.0204	0.0938
Si	-0.0033	0.001	-0.0043
Si	-0.0012	0.0036	-0.0038
Si	0.0014	-0.0005	-0.0046
Si	-0.0001	-0.0006	-0.0043
Si	0.0023	-0.001	-0.0027
Si	0.0011	-0.0026	-0.0048
Si	-0.0032	0.0004	0.0009
Si	-0.0006	0.0023	-0.0056
Si	0.0007	-0.0002	0.0012
Si	0.0005	0.0005	0.001
Si	0	-0.0006	0.0006
Si	-0.0004	-0.0003	0.0015
Si	-0.0001	-0.002	-0.0009
Si	-0.0008	0	0.0015
Si	0.0012	0	0.0015
Si	0.0004	0.0018	0.0003
Si	-0.0004	0.0001	-0.0006
Si	-0.0006	0	0.0004
Si	0.0002	0.0004	0.0001
Si	0	0.0004	-0.0004
Si	0.0004	0.0002	-0.0003
Si	0.0003	0.0003	-0.0006
Si	-0.0004	-0.0001	-0.0004
Si	-0.0008	-0.0006	0.0002
Si	-0.0001	-0.0005	-0.0003
Si	0	-0.0005	-0.0001
Si	-0.0008	0.0003	-0.0001
Si	-0.0005	0.0002	0
Si	-0.0004	0	-0.0001
Si	-0.0005	0.0001	-0.0004
Si	-0.0002	-0.0004	-0.0002
Si	-0.0001	-0.0004	-0.0005
Si	-0.0005	-0.0002	-0.0004
Si	-0.0001	-0.0002	-0.0005
Si	0	-0.0002	-0.0004
Si	0.0001	-0.0002	-0.0003
Si	-0.0001	-0.0004	-0.0005
Si	-0.0001	0	-0.0005
Si	0	-0.0002	-0.0006
Si	-0.0002	0.0001	-0.0005
Si	0.0002	-0.0002	-0.0003
Si	-0.0001	-0.0002	-0.0002
Si	-0.0003	-0.0002	0
Si	-0.0006	-0.0001	-0.0003
Si	0.0002	-0.0002	0.0001
Si	-0.0005	-0.0003	-0.0006
Si	-0.0002	-0.0001	0
Si	-0.0002	-0.0003	-0.0005
Si	-0.0002	-0.0006	0.0002
Si	-0.0001	0.0001	0.0002
Si	-0.0001	0	-0.0001
Si	-0.0002	0	0
Si	0.0003	-0.0002	-0.0002
Si	-0.0002	-0.0002	0.0005
Si	0.0001	-0.0001	0.0004
Si	-0.0002	0.0001	0.0002
Si	0.0001	0.0004	0
Si	-0.0011	0.0004	0.0008
Si	-0.0008	-0.0015	-0.0011
Si	0.0007	0	0.0002
Si	0.0003	-0.0008	-0.0011
Si	0.0004	-0.0002	-0.0003
Si	-0.0003	0.0008	0
Si	-0.0008	-0.0001	-0.0002
Si	0.0003	-0.0022	-0.0003
Si	0.0018	-0.0004	0.0002
Si	-0.0018	0.0008	0.0015
Si	-0.0001	0.0009	0.001
Si	-0.0011	-0.0003	0.0001
Si	0.0013	0.0013	0.0006
Si	0.0008	-0.0016	0.0013
Si	0.0008	0.0013	0.0015
Si	-0.0013	0.0008	-0.0042
Si	-0.0006	-0.0008	-0.0031
Si	0.0009	-0.001	-0.0047
Si	-0.0003	0.0002	-0.0029
Si	0.0006	0.001	-0.0046
Si	-0.0001	-0.0022	-0.0036
Si	-0.0003	0.0027	-0.0036
Si	-0.0002	0.0009	-0.0033
Si	-0.0065	0.0111	0.0759
Si	0.0079	-0.0093	0.0857
Si	-0.0065	-0.0046	0.0744
Si	0.0087	-0.0106	0.0673
Si	-0.013	0.0007	0.0957
Si	0.0041	-0.017	0.0851
Si	-0.0185	-0.0034	0.0868
Si	0.015	0.0104	0.0795
Si	-0.0214	-0.0276	0.179
Si	-0.0139	0.0126	0.1658
Si	-0.0075	0.0038	0.1913
Si	0.0015	-0.0044	0.1386
Si	0.021	0.0051	0.1955
Si	0.0083	-0.0025	0.1747
Si	0.0086	-0.01	0.1541
Si	-0.018	-0.0041	0.2023
Si	0.0094	-0.0357	0.2086
Si	-0.0091	-0.0115	0.1694
Si	0.0016	-0.0067	0.1784
Si	0.0226	-0.0033	0.1868
Si	-0.0092	0.0143	0.167
Si	0.0107	-0.0187	0.1692
Si	-0.0274	0.0176	0.1991
Si	-0.0152	-0.0034	0.2007
Si	-0.0075	-0.0014	0.1639
Si	0.003	0.0113	0.2059
Si	-0.0246	0.0132	0.1784
Si	-0.0086	-0.0065	0.1997
Si	-0.0128	-0.0098	0.1598
Si	0.0307	-0.0022	0.1795
Si	0.0154	-0.0146	0.171
Si	-0.0016	0.0094	0.158
O	0.0055	-0.0019	-0.0564
O	0.0024	-0.0026	-0.0432
O	-0.0172	0.0345	-0.1393
O	-0.0359	0.0297	-0.0848
O	0.0003	-0.0013	-0.0723
O	0.002	0.0336	-0.0849
O	0.0028	0.0372	-0.0659
O	0.0285	0.0183	-0.0734
O	-0.0012	-0.0062	-0.0574
O	0.0306	-0.0068	-0.1349
O	-0.0003	0.0053	-0.069
O	-0.0294	-0.0204	-0.097
O	0.0182	-0.0194	-0.0599
O	-0.0086	-0.0206	-0.0584
O	0.0006	-0.016	-0.1125
O	-0.0255	-0.0144	-0.0779
O	0.0211	-0.0146	-0.0599
O	0.0058	-0.0329	-0.1177
O	-0.0315	-0.0305	-0.1003
O	0.0187	-0.02	-0.066
O	-0.0476	-0.0033	-0.1251
O	0.0191	-0.0386	-0.0913
O	-0.014	-0.0025	-0.0726
O	-0.0047	0.0114	-0.1014
O	-0.0159	0.0053	-0.1431
O	0.0445	-0.007	-0.144
O	0.0347	-0.0309	-0.0787
O	-0.0001	0.0002	-0.0363
O	0.0096	-0.0046	-0.1293
O	0.0377	0.0075	-0.1201
O	0.0111	0.0418	-0.087
O	0.0205	0.0154	-0.0612
O	-0.0007	-0.0015	-0.0447
O	-0.021	0.0116	-0.0605
O	-0.0019	0.0316	-0.1123
O	0.0079	-0.012	-0.1517
O	-0.0214	-0.0155	-0.0662
O	-0.0004	0.0026	-0.0414
O	-0.0357	0.013	-0.1262
O	-0.0133	0.0295	-0.1289
O	0.0338	-0.0251	-0.0842
O	0.0119	0.005	-0.0494
O	0.0309	0.0281	-0.1051
O	0.0093	0.0173	-0.0671
O	-0.0268	0.0406	-0.0817
O	0.0263	-0.022	-0.0833
O	-0.0328	-0.0225	-0.0846
O	0.0001	0.0007	-0.034
O	-0.0013	-0.0229	-0.0691
O	0.0256	0.0256	-0.0792
O	0.0277	0.009	-0.0929
O	-0.0318	0.0354	-0.0893
O	0.0094	-0.0316	-0.1159
O	-0.0324	-0.0132	-0.0763
O	0.0397	0.0019	-0.1131
O	0.001	-0.0019	-0.0321
O	0.0015	0.0005	-0.0406
O	0.0082	0.0416	-0.1096
O	-0.0086	0.0089	-0.0634
O	-0.0363	0.0241	-0.0772
O	0.0013	0.0211	-0.1222
O	-0.0019	-0.0017	-0.0388
O	0.0146	-0.0159	-0.1375
O	-0.0094	-0.0107	-0.0531

The program warned: the cutoff lies below the one the program advises for these potential files; the forces do not sum to zero within the program's tolerance; empty levels may hold ghost states of the PAW files; the exchange-correlation potential is rough where the density is thin.
